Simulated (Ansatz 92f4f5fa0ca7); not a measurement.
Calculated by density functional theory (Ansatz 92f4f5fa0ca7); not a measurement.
Periodic cell of 228 atoms, Si140O88, from a study of silicon, its oxide and their interface. The atomic structure is a simulated model.
This geometry differs little from another in the collection (a relaxation step or a small displacement).

Settings: functional r2SCAN; potential files Ansatz PAW; basis plane waves; wave-function cutoff 800 eV; density cutoff ratio 5; exchange-correlation grid ratio 1; k mesh 1 x 1 x 1, shifted by 0.5 0.5 0 of a step; self-consistency stop 1e-10 eV per atom in the density residual; occupations fixed; spin none; net charge 0.

Cell vectors (angstrom)
a, 10.888, 0, 0
b, 0, 10.888, 0
c, 0, 0, 32.6583

Atoms and the computed forces on them: element, x, y, z (angstrom), force x, y, z (eV/angstrom)
Si, 0.529, -0.4845, -0.06, 0.0015, -0.0011, -0.0008
Si, 2.3016, 3.3145, -0.1054, 0.0003, -0.0001, -0.0023
Si, 0.0565, 5.4686, 0.3891, 0.0006, 0, -0.0018
Si, 2.7677, 8.2384, 0.3949, 0.0003, 0.0002, -0.0016
Si, 5.3836, -0.0152, 0.2757, -0.0007, 0.0011, 0.0004
Si, 8.2471, 2.9251, -0.0278, 0.0012, 0.0015, -0.0007
Si, 5.0159, 6.0761, -0.0949, -0.0004, 0.0006, -0.0018
Si, 8.7431, 7.6696, 0.0483, 0.0016, -0.0009, -0.0009
Si, 1.3964, 1.4165, 1.1505, 0.0004, 0.0003, -0.0022
Si, 4.0213, 4.2984, 1.2121, -0.0001, 0.0008, 0
Si, 1.4142, 6.8439, 1.6559, 0.0004, -0.0002, 0.0002
Si, 4.0859, 9.6149, 1.6953, 0.001, 0.0007, -0.0012
Si, 6.8944, 1.4427, 1.2902, 0.0022, 0.0008, 0.0006
Si, 9.4987, 4.0964, 1.5495, -0.0007, -0.0002, 0.0003
Si, 6.8395, 6.8567, 1.2759, 0.0006, -0.0001, -0.0007
Si, 9.7263, 9.4248, 1.3155, 0.0013, 0, -0.0011
Si, 0.0272, 2.6382, 2.7012, 0.0008, -0.0007, -0.0017
Si, 2.6616, 0.1693, 2.7863, -0.0006, 0.0013, -0.001
Si, 0.0184, 8.2, 2.9069, 0.0006, 0.0003, 0.0007
Si, 2.8043, 5.4517, 2.8582, 0.0025, -0.0002, -0.0011
Si, 5.4218, 2.8242, 2.5762, 0.0008, 0.0006, -0.0014
Si, 8.2754, -0.0055, 2.6088, 0.001, 0.001, -0.0015
Si, 5.5693, 8.1939, 2.7978, 0.0013, -0.0011, -0.0015
Si, 8.0708, 5.475, 2.7736, -0.0002, 0.0007, -0.0017
Si, 1.3774, 4.0403, 4.0833, 0.0017, -0.0009, 0.0009
Si, 4.1068, 1.4762, 4.0543, 0.0007, 0.0002, -0.0003
Si, 1.375, 9.62, 4.1642, 0.0013, 0.0004, 0.0006
Si, 4.1778, 6.832, 4.1517, 0.0018, -0.0006, -0.0001
Si, 6.7499, 4.0851, 4.0852, -0.0005, 0.0002, 0.0014
Si, 9.5675, 1.3165, 4.0768, -0.0002, -0.0009, 0.0009
Si, 6.9065, 9.5859, 4.0791, 0.0025, -0.0002, 0.0008
Si, 9.4795, 6.8114, 4.1362, -0.0001, 0.0001, -0.0003
Si, -0.0017, 0.0191, 5.5241, 0.0015, 0.0002, 0
Si, 2.7373, 2.743, 5.4795, 0.0013, -0.0001, -0.0002
Si, -0.0097, 5.4165, 5.4255, 0.001, -0.0001, -0.0005
Si, 2.7676, 8.2117, 5.4508, -0.0003, -0.0002, 0.0007
Si, 5.4681, 0.0496, 5.3852, 0.0001, -0.001, -0.0001
Si, 8.1645, 2.7048, 5.3919, 0.002, 0.0004, -0.0007
Si, 5.4667, 5.4405, 5.5122, 0.001, 0.0001, -0.0002
Si, 8.1761, 8.1954, 5.495, 0.0011, -0.0001, -0.0005
Si, 1.3844, 1.3745, 6.8446, 0.0008, 0, -0.0007
Si, 4.0779, 4.0952, 6.8377, 0.0016, -0.0001, -0.0004
Si, 1.3676, 6.8107, 6.7593, 0.0019, -0.0003, -0.0007
Si, 4.1246, 9.5666, 6.8, 0, -0.0004, -0.0001
Si, 6.8139, 1.3679, 6.7775, 0.0017, -0.0004, -0.0001
Si, 9.5195, 4.0583, 6.7909, 0.0014, -0.0003, -0.0004
Si, 6.8245, 6.8138, 6.8458, 0.0011, -0.0002, -0.0009
Si, 9.5374, 9.5278, 6.8492, 0.0013, 0.0001, -0.0003
Si, -0.0048, 2.7183, 8.1789, 0.0009, -0.0002, -0.0003
Si, 2.7388, -0.0027, 8.1876, 0.0013, -0.0007, -0.0005
Si, 0.0113, 8.143, 8.1549, 0.0014, -0.0004, 0.0002
Si, 2.7068, 5.4595, 8.1505, 0.0004, -0.0003, 0
Si, 5.4442, 2.7045, 8.1471, 0.0012, -0.0004, -0.0003
Si, 8.1483, -0.0012, 8.1544, 0.0012, -0.0003, -0.0005
Si, 5.4474, 8.1742, 8.177, 0.0014, -0.0004, -0.0002
Si, 8.1784, 5.423, 8.179, 0.0011, -0.0005, 0.0003
Si, 1.3638, 4.0942, 9.514, 0.0022, 0, 0
Si, 4.1135, 1.3506, 9.5366, 0.0009, 0, -0.0003
Si, 1.3554, 9.5011, 9.5157, 0.0006, -0.0005, 0
Si, 4.063, 6.8036, 9.5129, 0, -0.0005, 0.0005
Si, 6.7753, 4.0623, 9.5116, 0.0008, -0.0001, -0.0003
Si, 9.5059, 1.3391, 9.5131, 0, -0.0005, -0.0002
Si, 6.8257, 9.5154, 9.5274, 0.0004, -0.0002, -0.0002
Si, 9.5534, 6.7828, 9.5262, 0.0009, 0, -0.0002
Si, -0.0452, -0.0522, 10.8653, -0.0005, -0.0003, -0.0001
Si, 2.7419, 2.7356, 10.8574, 0.0003, -0.0001, 0.0002
Si, 0.026, 5.4415, 10.8968, -0.0003, -0.0002, -0.0006
Si, 2.6923, 8.1321, 10.8781, 0.0013, -0.0012, -0.0008
Si, 5.46, -0.0417, 10.8913, 0.0015, -0.0011, -0.0008
Si, 8.1301, 2.6944, 10.8556, -0.0009, 0, -0.0006
Si, 5.4049, 5.419, 10.8713, 0.0006, -0.001, -0.0003
Si, 8.1788, 8.1353, 10.8786, 0.0015, -0.0007, -0.0006
Si, 1.344, 1.349, 12.1193, 0.0006, -0.0011, -0.0004
Si, 4.0507, 4.0945, 12.2917, 0.0016, -0.0016, -0.0001
Si, 1.3776, 6.7829, 12.3031, 0.0012, 0, -0.0001
Si, 4.0775, 9.4589, 12.2037, 0.001, -0.0005, 0.0002
Si, 6.8209, 1.3106, 12.2515, 0.0007, 0.0011, 0
Si, 9.4909, 4.079, 12.1614, 0.0003, -0.0007, -0.0011
Si, 6.7848, 6.7725, 12.1952, 0.0004, -0.0004, 0.0002
Si, 9.5334, 9.4444, 12.2923, 0.0019, -0.0007, -0.0002
Si, -0.028, 2.7075, 13.4386, 0.001, -0.0013, -0.0001
Si, 2.6774, -0.0357, 13.4545, -0.0001, -0.0007, 0.0009
Si, 0.0251, 8.1029, 13.7085, 0.0006, 0.0016, 0.0006
Si, 2.6962, 5.4407, 13.7364, 0.0008, -0.0008, 0.0026
Si, 5.4299, 2.6816, 13.5725, -0.0011, 0.0001, -0.0005
Si, 8.1575, -0.0827, 13.6338, 0.0011, -0.0026, 0.0026
Si, 5.3913, 8.0481, 13.5768, 0, -0.0005, 0.0003
Si, 8.1637, 5.4441, 13.5447, 0.0004, 0, 0.0009
Si, 1.2138, 4.0442, 14.924, 0.0009, -0.0007, 0.0008
Si, 3.9441, 1.3589, 14.8389, -0.0007, -0.0008, 0.0007
Si, 1.4493, 9.5302, 14.9835, 0.0016, -0.0005, -0.0007
Si, 4.0449, 6.8251, 15.1383, 0.0016, -0.0009, -0.0008
Si, 6.9434, 3.9245, 14.8395, -0.0014, 0.0035, 0.0037
Si, 8.4814, 2.6896, 16.0595, 0.0026, -0.0008, 0.0024
Si, 6.605, 9.5283, 14.8984, -0.0004, 0.0002, -0.0005
Si, 9.5584, 6.6744, 15.0315, -0.0014, -0.0005, 0.0022
Si, 0.5978, 0.4596, 16.1511, -0.0011, -0.0014, 0.0008
Si, 2.1648, 2.2668, 16.0288, 0.0009, 0.0007, 0.0018
Si, -0.3917, 5.0212, 16.4007, 0.0009, 0.0002, 0.0015
Si, 3.2186, 8.6991, 16.2936, -0.0009, -0.0007, 0.0035
Si, 4.8589, -0.3652, 16.0735, 0.001, -0.0002, 0.0022
Si, 9.7054, 1.2217, 14.8297, 0.0012, -0.0006, 0.0007
Si, 5.425, 5.8668, 16.8279, 0.0005, -0.0022, 0.0007
Si, 7.4265, 8.2742, 16.6658, 0.0007, -0.0026, 0.0018
Si, 2.3994, -15.4866, 23.7441, 0.0001, 0.0001, -0.0023
Si, -1.3753, -3.3555, 24.1337, 0, 0.0001, -0.002
Si, 20.2697, -5.3569, 21.9139, 0.0007, -0.0019, -0.0009
Si, 4.8008, 11.466, 22.7869, -0.0011, -0.0001, -0.0008
Si, -3.717, -1.403, 30.9602, 0.0006, 0.0006, 0.002
Si, 7.3207, -1.1075, 19.3677, 0.0004, -0.0044, 0.0016
Si, -5.9183, 14.7787, 19.1923, 0.0015, -0.001, 0.003
Si, 14.6822, 12.4232, 30.654, 0.001, 0.0007, 0.0014
Si, -19.6539, -0.3334, 28.9254, 0.0005, 0.0003, 0.0007
Si, -12.3457, -7.5907, 24.0122, -0.0008, -0.0002, -0.0005
Si, 14.6489, 4.0329, 26.4694, 0.0008, -0.0003, -0.001
Si, 17.7502, 4.8634, 30.414, 0.0009, -0.0004, 0.0012
Si, 8.6461, 6.6633, 28.5845, 0.0004, -0.0016, -0.0002
Si, -12.397, 22.5735, 30.7762, 0, 0.001, -0.0006
Si, 26.9172, 5.2031, 23.9195, 0.0001, -0.0001, -0.0016
Si, 5.8752, -7.8232, 21.7888, -0.0006, 0.0004, -0.0003
Si, -10.6112, -10.7292, 26.793, 0.001, 0.0008, -0.0017
Si, 37.6134, -2.0543, 21.0426, -0.0011, -0.0006, -0.0024
Si, 9.6059, 21.0292, 21.2186, 0, -0.0014, -0.0009
Si, 11.3447, 5.6331, 19.38, -0.0013, -0.0013, 0.0012
Si, -8.7477, 2.9733, 19.118, -0.0007, -0.001, 0.0018
Si, -14.8484, 19.9974, 28.0097, 0, -0.001, -0.0014
Si, -5.0753, -8.2643, 28.4388, -0.0002, 0.0012, -0.002
Si, -3.8616, 18.0052, 22.7732, 0.0005, -0.0007, -0.0029
Si, 11.7101, 11.0564, 19.2907, 0.0009, -0.0015, -0.0012
Si, 2.3769, 8.2363, 19.3774, -0.0004, -0.0012, 0.001
Si, 17.3807, 44.8717, 18.1139, 0, 0.001, 0.0013
Si, 20.5478, 5.3351, 26.131, 0.0008, -0.0002, -0.0014
Si, 4.0942, 9.2472, 26.9549, 0.0014, -0.0003, 0.0004
Si, 13.4366, -0.2319, 24.6344, -0.001, 0.0001, -0.0031
Si, -2.3784, 0.9, 27.8534, 0.0007, 0.001, -0.0001
Si, -20.9584, 8.7815, 23.0352, -0.0027, -0.0011, -0.0005
Si, -10.5415, 19.2362, 28.1993, -0.0008, 0.0004, 0.0003
Si, 2.6016, -4.204, 26.8966, 0, -0.0008, 0.0003
Si, 22.9266, 3.9535, 24.999, -0.0005, -0.0001, -0.0013
Si, 18.6222, 1.1767, 22.8692, 0.0001, 0.0008, -0.0008
O, 6.0372, 9.6284, -0.5724, 0.0017, 0, -0.0002
O, -10.9289, -1.4323, -5.6021, -0.0004, 0.001, 0.0013
O, 3.8787, 5.9294, -9.4635, 0.0002, 0.0005, 0.001
O, 1.0988, 4.4305, -0.4289, -0.0005, 0.0004, 0.0012
O, -5.2076, 3.9043, -9.5132, -0.0057, 0.0006, 0.0018
O, -27.0602, 5.6484, -1.5722, 0.0001, 0.0001, 0.0008
O, 1.3019, 9.1749, -3.4162, -0.0006, 0.001, -0.0019
O, 2.9856, 13.7647, -1.5492, 0.0004, 0.0009, 0.0008
O, 1.1323, 0.6481, -4.5663, -0.0001, 0.0023, 0.0023
O, 2.677, 0.453, -2.4493, 0.0002, -0.0001, -0.0005
O, 19.3526, 9.3188, -12.2414, -0.0005, 0.0015, 0.0001
O, 19.9916, 16.3077, -5.0211, -0.002, 0.0014, 0.0008
O, 3.8401, 7.2216, -0.3986, 0.0001, 0.0007, -0.0004
O, 36.0982, 20.5066, -7.1361, 0.0002, 0.0002, 0.0014
O, 9.8791, 6.5251, -0.3698, 0.0006, -0.0012, -0.0004
O, 7.6958, 12.6664, -15.5037, 0.0012, -0.0002, -0.002
O, 12.5168, -1.2142, 19.5821, 0.0001, -0.0003, 0.0002
O, 9.3096, 1.2323, 29.23, -0.0003, -0.0005, 0.0012
O, 1.8492, -0.9231, 23.3516, -0.0016, 0.0011, 0.0021
O, -15.417, 3.9619, 29.1663, 0.0002, 0.0006, 0.0019
O, -9.1696, 7.4397, 22.8347, 0.0007, -0.0002, 0.0011
O, -4.4785, 17.9997, 17.2021, 0.0033, -0.0009, -0.0023
O, 19.6956, -3.2752, 16.1563, -0.0021, -0.0001, 0.0015
O, 6.3365, -10.3906, 23.3837, -0.0011, -0.001, -0.0009
O, -0.9548, 7.6407, 28.8828, -0.0004, 0.001, 0.0001
O, 20.286, -6.8566, 22.5505, -0.0001, -0.0005, 0.0004
O, 18.185, 2.283, 21.7591, -0.0012, -0.0011, 0.001
O, 13.3727, 14.215, 25.7045, -0.0012, 0.0001, 0.0009
O, 4.8934, 5.2051, 18.2364, 0.0008, -0.0001, -0.0017
O, 13.798, 8.2257, 17.8441, 0.0006, 0.0005, -0.0024
O, -3.1167, 9.2295, 17.9233, -0.0006, -0.0036, -0.0021
O, 13.3244, -8.0354, 17.5374, -0.0005, -0.0028, -0.0036
O, -0.7361, 5.6558, 20.4941, 0.0008, -0.0016, 0.0002
O, 9.7375, 22.7645, 26.7376, -0.0012, 0.0005, 0.0012
O, -14.6486, 12.706, 27.8262, 0, -0.0003, 0.0005
O, -7.7962, -5.6775, 27.373, 0, 0.001, 0.0008
O, -0.1803, -0.0486, 31.1638, 0.0001, 0.0011, 0.0009
O, 28.9576, 0.5183, 19.3505, -0.0007, -0.0028, -0.0014
O, -2.0206, -6.5987, 25.1775, 0.0004, -0.0002, 0.001
O, 25.5375, 29.4934, 27.3267, -0.0005, 0.001, -0.0007
O, 16.5923, -1.5083, 26.9901, 0.0013, 0.0014, 0.0014
O, -14.3237, 3.9106, 31.5925, -0.0001, -0.0005, -0.0013
O, -17.0307, 1.8849, 21.8168, -0.0006, -0.003, -0.0014
O, -0.0251, 5.7427, 17.8269, -0.0009, -0.0013, -0.0025
O, -2.0707, 0.1065, 22.3382, 0, 0.0002, -0.0007
O, -13.8033, 5.9136, 29.8636, -0.0003, 0, -0.001
O, 10.0741, 6.4507, 23.0587, -0.0001, 0.0006, 0.0003
O, -10.57, 21.9697, 17.7524, 0.0006, -0.0002, -0.0024
O, 4.5256, -11.6426, 21.9116, 0.0015, -0.0009, 0.0006
O, 15.6192, 15.6386, 25.401, -0.0003, 0.0001, 0.0004
O, -8.4341, -4.1086, 25.2856, 0.001, 0.0012, 0.0041
O, -1.449, -7.0713, 16.7953, -0.0012, -0.0016, -0.0012
O, -6.182, 3.0129, 27.3007, 0.0008, 0.0004, 0.0007
O, 9.3406, -8.8024, 31.7445, 0.0002, -0.0013, -0.0015
O, 32.9943, -6.0296, 26.0902, -0.0012, 0.0006, -0.0002
O, 27.5966, 14.9913, 20.5521, -0.0005, -0.0007, -0.0026
O, 38.5176, 7.8795, 21.9874, -0.0011, -0.0005, -0.0014
O, 43.0603, 11.1314, 20.2237, -0.0016, -0.0022, -0.0003
O, -5.2487, 13.5202, 18.4461, 0.0007, 0.0005, -0.0015
O, 7.5431, -14.1561, 27.8569, -0.0008, 0.0012, 0.0012
O, 23.468, 1.5012, 19.6307, -0.0007, -0.0008, 0.0004
O, -2.3942, 1.9911, 24.0395, -0.001, -0.0003, 0.0008
O, 18.7509, 17.0094, 21.7795, -0.0001, -0.0014, -0.0008
O, -20.473, 22.132, 25.5258, 0.0002, -0.0004, 0.0005
O, -11.1119, -13.1246, 24.2761, -0.0002, 0.0013, -0.0021
O, 8.1031, 8.0869, 23.5392, -0.0019, -0.0004, -0.0018
O, -2.8633, -10.9282, 31.0298, 0.0008, -0.0004, -0.0004
O, -7.2785, 8.1522, 20.4364, 0.0001, 0.0011, -0.0004
O, 1.0969, 4.1458, 19.5041, 0.0009, -0.0019, -0.0008
O, 3.4432, 21.1179, 28.0479, -0.0003, 0.0009, -0.0006
O, 8.0477, -11.5334, 27.7604, -0.0005, 0.0002, 0
O, -5.9342, 1.7714, 29.5376, -0.0004, -0.0003, 0.0005
O, 23.3499, 26.6706, 23.7445, -0.0027, -0.001, 0.0013
O, -9.6788, -3.7561, 27.5739, -0.0008, 0.0016, 0.0004
O, -15.4312, 6.2697, 23.9718, -0.0003, -0.0006, -0.0004
O, 23.2112, 6.922, 19.6229, 0.0007, -0.0013, -0.0018
O, -4.6565, 4.6663, 16.1216, 0.001, -0.0014, 0.0006
O, 14.5589, 0.7496, 23.958, -0.0013, -0.0011, 0.0008
O, 6.4326, 9.2743, 29.5478, 0.0005, 0.0003, 0.0005
O, -13.6147, -2.6319, 31.2864, 0, 0.0003, -0.0005
O, -1.4829, -14.9427, 25.5728, -0.001, -0.001, 0.0001
O, 21.6158, -1.7746, 21.7851, -0.0013, 0.0027, -0.0001
O, -16.3077, 11.126, 17.4778, 0.0001, -0.0018, -0.0028
O, 14.4102, 3.4749, 19.7538, -0.0004, -0.0016, -0.0035
O, 1.7103, 9.2777, 32.2647, 0.0009, 0.0006, 0.0011
O, 4.5022, 11.8464, 31.9756, 0.0004, -0.0003, -0.0013
O, 10.9707, 2.8917, 24.3964, -0.0003, -0.0008, 0.0012
O, -5.0061, 9.192, 19.7768, 0.0006, 0.0001, 0.0003

Results
free energy: -139740.124 eV
free energy less fixed offsets of O -570.45, Si -639.56 eV per atom: -2.124 eV

The program warned: the cutoff lies below the one the program advises for these potential files; the forces do not sum to zero within the program's tolerance; empty levels may hold ghost states of the PAW files; the exchange-correlation potential is rough where the density is thin.
